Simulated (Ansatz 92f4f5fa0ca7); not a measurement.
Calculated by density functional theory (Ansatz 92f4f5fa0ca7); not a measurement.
Periodic cell of 262 atoms, Si166O96, from a study of silicon, its oxide and their interface. The atomic structure is a simulated model.
Doubt: the cutoff is far below the 930 eV that the study's wrapper takes by default for these files, so forces and energies are approximate.
This geometry differs little from another in the collection (a relaxation step or a small displacement).

Settings
functional: PBE
potential files: Ansatz PAW
basis: plane waves
wave-function cutoff: 580 eV
density cutoff ratio: 5
exchange-correlation grid ratio: 1
k mesh: 1 x 1 x 1, Gamma-centred
self-consistency stop: 5e-08 eV per atom in the density residual
occupations: fixed
spin: none
net charge: 0

Cell vectors (angstrom)
a 10.938 0 0
b 0 10.938 0
c 0 0 38.0009

Atoms: element, x, y, z (angstrom)
Si 0 0 0.683
Si 5.469 0 0.683
Si 2.7345 2.7345 0.683
Si 8.2035 2.7345 0.683
Si 0 5.469 0.683
Si 5.469 5.469 0.683
Si 2.7345 8.2035 0.683
Si 8.2035 8.2035 0.683
Si 1.3673 1.3673 2.0503
Si 6.8362 1.3673 2.0503
Si 4.1018 4.1018 2.0503
Si 9.5708 4.1018 2.0503
Si 1.3673 6.8362 2.0503
Si 6.8362 6.8362 2.0503
Si 4.1018 9.5708 2.0503
Si 9.5708 9.5708 2.0503
Si 2.7345 0 35.9494
Si 8.2035 0 35.9494
Si 0 2.7345 35.9494
Si 5.469 2.7345 35.9494
Si 2.7345 5.469 35.9494
Si 8.2035 5.469 35.9494
Si 0 8.2035 35.9494
Si 5.469 8.2035 35.9494
Si 4.1018 1.3673 37.3167
Si 9.5708 1.3673 37.3167
Si 1.3673 4.1018 37.3167
Si 6.8362 4.1018 37.3167
Si 4.1018 6.8362 37.3167
Si 9.5708 6.8362 37.3167
Si 1.3673 9.5708 37.3167
Si 6.8362 9.5708 37.3167
Si -4.2495 1.4106 29.2163
Si 5.6119 -0.0291 27.6691
Si 2.1679 2.7962 27.1327
Si 3.1487 1.5967 22.572
Si -1.4707 4.2466 29.2191
Si 5.1367 5.7665 27.7176
Si 2.8306 7.9426 27.463
Si 7.9806 8.7787 27.7953
Si 1.0969 0.7232 28.8775
Si 8.1055 2.7787 28.0382
Si 4.0863 4.2423 29.2192
Si 11.0278 5.1904 27.7122
Si 1.3041 6.8267 28.9388
Si 6.7823 7.0214 28.9776
Si 4.0331 9.5548 28.8295
Si 9.5816 9.7518 29.2677
Si 2.7014 -0.1301 30.3331
Si 8.1434 0.1346 30.591
Si -0.2403 2.9579 30.7116
Si 5.3881 2.8117 30.5615
Si 2.6395 5.5729 30.4848
Si 8.0521 5.6334 30.4235
Si -0.0726 8.1447 30.426
Si 5.3811 8.2884 30.3562
Si 3.9658 1.3686 31.7642
Si 9.469 1.4444 32.0078
Si 1.3194 4.2097 31.9196
Si 6.7958 4.1804 31.8475
Si 4.0716 6.9173 31.8072
Si 9.4858 6.8696 31.8397
Si 1.3285 9.5232 31.7826
Si 6.758 9.603 31.8145
Si -0.0108 -0.0033 33.1907
Si 5.3888 0.0369 33.1708
Si 2.6776 2.748 33.2036
Si 8.1167 2.8259 33.2934
Si -0.0762 5.5338 33.2543
Si 5.4176 5.5255 33.1945
Si 2.701 8.2268 33.2093
Si 8.1439 8.2499 33.2004
Si 1.3511 1.3585 34.5773
Si 6.7901 1.3655 34.5815
Si 4.0937 4.1001 34.5603
Si 9.5602 4.1173 34.6159
Si 1.3588 6.8515 34.5918
Si 6.8243 6.8414 34.5742
Si 4.0843 9.577 34.5747
Si 9.5602 9.5719 34.5684
Si 2.7608 0.0064 3.4326
Si 8.2199 -0.0021 3.4158
Si 0.0216 2.7231 3.4198
Si 5.4806 2.7283 3.4365
Si 2.7481 5.4598 3.4093
Si 8.206 5.4626 3.4159
Si 0.0221 8.2021 3.4276
Si 5.4933 8.2089 3.4313
Si 4.1745 1.3186 4.8385
Si 9.6443 1.3032 4.7801
Si 1.4271 4.0577 4.7844
Si 6.8773 4.0737 4.8014
Si 4.1601 6.7793 4.7648
Si 9.6118 6.7879 4.7746
Si 1.4316 9.547 4.7963
Si 6.8912 9.5642 4.8128
Si 0.0845 -0.0401 6.2002
Si 5.5609 -0.0405 6.2618
Si 2.8168 2.7105 6.1719
Si 8.2767 2.6615 6.1084
Si 0.0152 5.3724 6.1319
Si 5.532 5.4515 6.1894
Si 2.8114 8.1342 6.1117
Si 8.298 8.1892 6.1334
Si 1.4773 1.3415 7.5457
Si 7.0295 1.3444 7.5994
Si 4.2166 4.0349 7.5765
Si 9.6408 3.9464 7.5038
Si 1.4111 6.7664 7.4136
Si 6.9519 6.8405 7.4866
Si 4.2022 9.3939 7.5373
Si 9.685 9.4741 7.5687
Si 2.9024 -0.0684 8.805
Si 8.4414 -0.0468 8.978
Si 0.0562 2.6126 8.9701
Si 5.6887 2.7696 8.9824
Si 2.6741 5.3555 8.7923
Si 8.2737 5.3867 8.7695
Si 0.0468 7.9798 8.9171
Si 5.708 8.2012 8.9715
Si 4.5428 1.0388 10.0192
Si 9.9969 1.0281 10.3997
Si 1.1549 4.2653 10.1813
Si 6.8348 4.3936 10.299
Si 4.7581 6.8043 10.5935
Si 9.7999 6.4137 10.1741
Si 1.6446 10.0519 10.6319
Si 6.8547 9.8034 10.2916
O 5.4654 3.2003 25.2036
O 28.6962 31.7108 27.2103
O 2.9934 2.6426 25.7366
O 8.9271 8.3143 26.5295
O -0.0115 5.3157 10.7173
O 33.8008 30.5221 10.1184
O 0.3519 0.121 10.988
O 5.7618 5.5224 10.8916
O 7.8249 3.9126 11.5497
O 9.0499 7.0002 11.5153
O 2.6139 9.6764 11.9263
O 9.0937 1.5633 11.6871
O 7.5378 9.1793 11.681
O 5.6433 -0.0409 10.675
O 4.3511 7.5933 11.9741
O 2.015 3.8177 11.5228
O 9.2971 3.221 25.2215
O 1.0399 3.9876 27.0381
O 10.2135 5.9408 26.4757
O 0.5793 2.0842 29.5842
O -0.1193 21.5466 28.5279
O 2.2097 8.4113 25.9809
O -3.6505 14.7365 27.0183
O 3.237 3.1395 28.3123
Si 6.2946 8.6478 19.513
Si 8.0417 5.2922 16.7594
Si 1.3213 1.9824 16.7992
Si 1.3977 5.641 19.9171
Si 3.1659 3.916 18.2726
Si 9.8748 8.9708 15.107
Si -4.7599 15.4165 25.9915
Si 8.1858 0.2512 15.7683
Si 0.2935 -0.0639 18.6822
Si 2.1027 9.0083 15.2715
Si 5.5348 6.1895 21.5375
Si 2.8339 -0.5903 20.2768
Si 8.2456 2.6754 12.5426
Si 2.7298 7.6001 21.7893
Si 0.4983 0.5544 23.8114
Si 8.207 7.9378 12.5376
Si 9.557 5.1277 19.1282
Si 8.7815 9.2494 17.8006
Si 9.4214 1.6504 25.6627
Si 3.6204 8.7481 12.857
Si 4.7953 3.1825 20.7679
Si 1.3825 -2.4258 24.5572
Si 2.8906 1.0917 14.5187
Si 7.3496 5.5177 24.138
Si 6.5146 6.8993 14.7838
Si 5.3221 4.5467 16.0801
Si 9.3588 13.1389 19.7146
Si -1.3158 7.1794 25.5895
Si 8.5308 0.9043 23.1815
Si 2.987 2.726 12.2078
Si 5.6062 9.8178 15.0101
Si 6.8232 0.6298 20.8045
Si 5.373 2.4865 13.7864
Si 9.4862 2.9215 15.4046
Si 4.0681 9.4882 17.5682
Si 4.413 1.9413 25.312
Si 10.4838 4.2029 21.5299
Si 8.8452 3.7903 23.7545
O 6.5781 4.6564 17.1264
O 5.5307 4.6565 20.9138
O 9.4281 5.2507 20.7702
O 7.7947 8.5171 18.8608
O 7.9958 -0.3419 17.2807
O 5.1394 -2.4441 18.3366
O 4.7971 -0.6037 16.3579
O 10.1268 2.6788 21.069
O -0.016 1.1466 25.2558
O 2.7417 5.2771 19.0823
O 6.7905 2.1027 13.0716
O 4.4992 1.149 14.175
O 5.7801 1.8792 20.9438
O 4.3521 3.3978 12.8557
O 3.2175 -1.9562 21.0779
O 8.5899 5.9697 18.1448
O 8.3454 11.6598 24.8097
O 7.4376 0.1392 22.2593
O 9.568 10.5882 15.1058
O 2.6583 1.9294 15.8781
O -1.8827 12.5841 27.2345
O 3.639 3.038 21.9412
O -0.5435 12.2267 18.9121
O 15.087 12.1935 23.8416
O 1.5895 1.5483 23.0929
O 10.2213 9.6155 18.4874
O 3.5459 10.4427 18.7982
O 9.2515 8.3966 13.7157
O 10.2674 4.3505 23.1185
O 1.126 0.4315 17.3505
O 12.5736 12.2129 27.4276
O 2.1189 1.899 13.3233
O 1.2239 -0.8711 24.0921
O 5.2843 5.8483 15.067
O 0.5195 8.6598 15.2765
O 6.9138 -0.1605 14.8319
O 7.8251 6.3444 15.5557
O 9.1931 4.3106 16.1725
O 6.126 7.3768 20.5508
O 3.2962 0.5642 21.3164
O 2.8053 8.7592 16.757
O 0.0483 2.46 15.8771
O 2.1483 7.7797 23.307
O 9.2325 3.1211 13.7839
O 5.6748 3.2537 15.1711
O 6.4318 6.1315 22.912
O 2.7792 8.0711 14.1019
O 8.0449 1.2781 19.933
O -1.7924 3.5543 18.8207
O 12.5401 -3.9081 20.7415
O 9.1522 8.3819 16.46
O 8.4286 6.6883 24.5901
O 8.3594 1.8478 15.8911
O 8.2544 2.5098 22.9058
O 4.1538 3.0673 19.2613
O 4.8096 9.6198 13.5898
O 2.2971 -0.3956 14.7275
O 3.9398 4.3821 16.9121
O 1.0736 4.5106 21.0697
O 10.0822 0.417 22.8647
O 0.154 5.647 18.8407
O 3.9979 6.5863 21.914
O 6.2074 -0.7624 20.1719
O 6.1117 8.3246 15.4374
O 1.7894 3.0651 17.9481
O 6.9775 7.0929 13.2265
O 10.8393 7.8491 24.7373
O 1.2369 10.48 19.9516
O 14.4482 1.5905 11.1755
O -6.9586 -4.1405 27.0813
O 4.9863 0.7968 26.3548
O -7.5952 6.2952 9.9833

Results
free energy: -160123.236 eV
free energy less fixed offsets of O -568.88, Si -635.61 eV per atom: 0.504 eV

Forces (eV/angstrom), in the order of the atoms: element, x, y, z
Si 0.0492 -0.0649 0.0241
Si 0.0213 -0.0161 -0.0019
Si 0.0279 -0.0624 0.0019
Si 0.0135 -0.0334 0.0062
Si -0.0003 -0.0247 -0.0017
Si 0.0064 -0.0352 0.0139
Si 0.0008 -0.045 -0.0011
Si 0.0713 -0.0462 -0.0011
Si 0.1653 -0.0309 0.0139
Si 0.0701 0.0213 0.0691
Si 0.07 -0.1659 0.0106
Si 0.0858 -0.0861 0.0726
Si 0.0901 -0.0164 -0.0008
Si 0.0569 0.0253 0.0109
Si 0.0966 -0.0444 0.0936
Si 0.0638 -0.1155 0.033
Si -0.0329 0.041 0.0065
Si -0.0715 0.0709 -0.1435
Si -0.0479 -0.0541 0.0337
Si -0.1942 0.0716 0.0536
Si -0.0597 -0.0605 -0.0923
Si -0.1372 0.1766 0.1483
Si -0.0847 0.115 0.0425
Si -0.0583 0.0766 -0.0635
Si -0.0588 0.0895 0.0084
Si -0.0372 0.0654 0.0117
Si 0.0349 0.0041 0.0101
Si 0.003 0.0395 -0.0052
Si -0.007 0.0199 -0.0122
Si -0.0557 0.0456 0.0037
Si -0.0587 0.0549 -0.0017
Si -0.0066 0.0149 0.0024
Si -0.0845 -0.0628 0.1991
Si 0.0735 -0.0334 -0.2619
Si 0.0453 -0.0359 -0.0241
Si -0.0147 -0.0052 -0.0316
Si -0.0449 -0.0651 0.0246
Si 0.107 -0.0508 -0.1151
Si 0.1199 -0.0402 -0.2779
Si 0.1086 0.109 -0.124
Si -0.1747 0.0649 -0.2965
Si 0.1591 0.2422 -0.3522
Si 0.0841 -0.0571 -0.0426
Si -0.103 -0.0991 -0.2685
Si 0.0252 -0.0013 0.108
Si -0.0891 -0.103 -0.1811
Si -0.0519 -0.0375 0.0298
Si -0.0759 -0.0254 0.0106
Si 0.0716 -0.0501 0.0402
Si -0.0095 -0.098 -0.0618
Si 0.0079 0.02 0.0513
Si -0.0575 0.0193 -0.0815
Si -0.0256 -0.0068 0.0273
Si 0.0864 -0.0088 0.0972
Si -0.0396 0.0746 -0.0316
Si 0.0315 0.0588 0.1172
Si 0.0346 -0.0197 0.067
Si 0.0572 0.0504 -0.0267
Si -0.0086 -0.0015 0.0043
Si 0.025 0.0228 0.0585
Si -0.0351 -0.0084 -0.0477
Si -0.0192 -0.0656 0.0465
Si 0.0158 -0.0399 0.0228
Si -0.0435 0.0374 -0.0066
Si -0.0328 0.0013 0.0078
Si -0.0384 -0.0028 0.0052
Si -0.0008 0.0382 -0.0321
Si -0.014 -0.0177 0.0279
Si 0.0238 0.022 -0.006
Si 0.0042 0.0011 0.0137
Si -0.0003 0.0269 0.0176
Si -0.0072 0.0065 -0.0178
Si 0.0053 -0.0049 0.0013
Si -0.0083 -0.008 -0.0047
Si -0.0083 -0.027 0.0213
Si 0.0074 0.015 -0.0014
Si -0.0203 -0.0176 -0.0162
Si 0.0077 0.0032 0.0145
Si 0.0324 0.0017 -0.0185
Si 0.0203 -0.0036 0.018
Si 0.0089 0.0103 -0.003
Si -0.0014 -0.0055 0.001
Si -0.0016 0.0048 -0.0025
Si -0.0075 -0.0063 -0.0005
Si -0.0146 0.0007 -0.0054
Si -0.0048 -0.0055 -0.0111
Si -0.0026 0.0078 0.0059
Si 0.0041 0.0162 -0.0038
Si 0.019 -0.0165 -0.0237
Si 0.0177 -0.0363 0.0011
Si -0.0076 0.007 -0.026
Si -0.0001 0.0076 0.0186
Si 0.0169 -0.0129 0.0106
Si 0.0232 -0.009 -0.0296
Si -0.0063 -0.0109 0.0025
Si -0.0107 0.0172 -0.0291
Si -0.0134 -0.0069 -0.031
Si -0.021 -0.0299 -0.0194
Si 0.0159 0.0373 0.0057
Si -0.0412 0.0027 -0.0184
Si 0.0527 0.0536 -0.0268
Si -0.0083 -0.03 -0.0764
Si -0.0437 0.0137 -0.0546
Si 0.0047 0.0285 -0.0258
Si -0.0161 -0.0483 0.0302
Si -0.0692 0.0476 0.0549
Si -0.0253 0.0205 -0.014
Si -0.0546 0.0351 0.1156
Si -0.0457 -0.0431 0.0192
Si -0.0068 -0.0014 0.1281
Si -0.0172 0.0865 0.0824
Si 0.0381 0.0102 0.0552
Si 0.0305 0 -0.0295
Si 0.0108 -0.0222 -0.1014
Si -0.024 -0.0085 -0.0764
Si 0.0266 -0.0866 -0.1164
Si -0.0854 -0.0202 0.0066
Si -0.0457 -0.0731 -0.1427
Si 0.0793 0.1101 -0.0461
Si 0.0347 -0.0016 -0.0652
Si -0.0633 -0.1234 0.1227
Si 0.1006 -0.0922 0.182
Si 0.0301 0.0903 -0.0191
Si 0.0736 0.1423 0.2108
Si 0.0147 0.0588 0.1118
Si 0.0447 -0.0353 0.2324
Si -0.0162 0.0181 0.0723
Si -0.134 -0.083 0.1377
O -0.103 -0.1346 -0.0034
O -0.076 0.0379 0.0744
O -0.056 0.0074 0.0654
O -0.0293 -0.0301 0.0854
O -0.0223 0.0205 -0.0222
O -0.0189 -0.0122 -0.026
O -0.0302 0.0308 -0.0576
O 0.0003 -0.0152 -0.0878
O -0.0058 -0.0128 -0.0641
O -0.0136 0.0517 -0.0534
O -0.0077 -0.0135 -0.0626
O -0.015 0.0462 -0.0465
O 0.0196 0.0062 -0.0314
O 0.0482 0.0149 0.0181
O 0.011 -0.0511 -0.0701
O 0.0033 -0.0097 -0.0072
O -0.0158 0.0168 -0.0542
O -0.0203 0.0314 0.0762
O 0.0783 -0.055 0.1295
O -0.0048 0.0315 0.0626
O 0.1299 -0.0009 0.0381
O 0.022 -0.0043 0.1324
O 0.0541 -0.1384 0.1764
O -0.0091 0.0211 0.0391
Si -0.0096 -0.0012 -0.0179
Si -0.0128 0.0053 -0.0019
Si -0.0019 0.0055 -0.0258
Si 0.0053 -0.0168 0.0491
Si 0.0117 0.0178 -0.0018
Si 0.0357 0.0107 0.0197
Si 0.1081 0.0569 -0.0677
Si -0.0108 -0.0009 -0.0076
Si -0.0213 0.0215 0.0258
Si -0.0267 0.0016 0.0221
Si 0.031 -0.0067 0.0466
Si 0.0015 -0.0029 -0.0131
Si 0.0031 -0.0106 0.0412
Si 0.0051 -0.0084 -0.0259
Si -0.0456 -0.0265 -0.0397
Si 0.0332 -0.0004 0.0103
Si 0.0034 -0.0001 0.0311
Si 0.0014 0.0036 -0.0276
Si -0.0153 -0.0079 -0.0658
Si -0.018 0.0322 0.0553
Si -0.005 0.0125 -0.0103
Si -0.0685 0.0005 -0.0925
Si -0.0186 -0.0197 0.0486
Si -0.0768 0.1399 -0.0048
Si 0.0165 0.0163 0.0595
Si 0.0119 0.0066 0.0078
Si 0.0435 0.0073 0.0171
Si -0.0816 0.0413 -0.1407
Si 0.0087 0.016 -0.0106
Si -0.01 -0.0675 0.0522
Si 0.0245 0.0059 0.0341
Si 0.0166 -0.0064 0.0059
Si 0.0059 -0.0067 0.0774
Si -0.0167 -0.0051 0.0375
Si -0.0026 -0.0067 -0.0384
Si 0.0599 0.0775 -0.0787
Si 0.0117 -0.0012 -0.044
Si -0.0201 0.0375 0.0877
O 0.0096 0.0018 -0.0118
O -0.0083 -0.0262 -0.0136
O 0.0193 -0.0174 -0.0447
O 0.0027 -0.0002 0.0099
O 0.0064 -0.0066 0.0112
O -0.0022 0.0013 0.0123
O -0.0081 -0.0018 0.0142
O -0.0356 -0.0073 -0.0412
O 0.0066 0.0189 -0.0119
O -0.027 -0.0249 0.0105
O 0.0081 0.0151 -0.0464
O 0.0301 0.0095 -0.0393
O 0.0042 -0.0045 0.0075
O -0.0198 -0.0165 -0.0484
O -0.0202 0.0097 -0.0001
O 0.015 -0.0105 0.0147
O 0.0034 0.0129 0.0004
O -0.0102 0.0081 -0.0025
O -0.0077 -0.0042 -0.0083
O -0.0106 0.0021 0.0041
O -0.0245 -0.0111 0.0939
O 0.0044 -0.0009 -0.0008
O 0.0123 -0.0192 0.0013
O 0.0085 -0.0084 0.0358
O 0.0042 0.0033 0.0242
O 0.0124 0.0245 0.0105
O -0.003 0.0073 0.0156
O -0.0525 -0.0215 -0.0882
O -0.0602 -0.0336 0.0304
O -0.0098 0.0036 0.0221
O 0.0421 0.0068 0.1576
O 0.0295 0.0381 -0.0561
O 0.0103 0.0109 0.0262
O 0.0092 -0.0021 -0.0108
O -0.0095 0.0037 -0.0054
O -0.0049 -0.0007 -0.0095
O -0.0223 -0.0059 -0.01
O -0.002 -0.0014 -0.014
O 0.0027 0.0083 -0.0078
O 0.0005 -0.012 -0.0002
O 0.0124 0.0035 0.0113
O 0.0076 0.0081 -0.0111
O 0.0002 0.0147 0.0348
O -0.0145 -0.0032 -0.0488
O -0.0102 -0.0027 -0.041
O 0.0338 -0.05 0.0273
O 0.0216 -0.0047 -0.0454
O 0.0068 0.0005 0.0006
O 0.0031 -0.0066 0.0144
O -0.0048 -0.0548 -0.0115
O -0.0046 0.0118 0
O 0.1019 0.0012 0.0918
O 0.0091 0.0128 -0.011
O 0.0061 -0.0394 0.0065
O -0.0121 0.0058 -0.0091
O -0.0092 -0.0112 -0.044
O 0.0141 0.0209 -0.026
O -0.0139 -0.0097 0.0183
O 0.0044 0.056 -0.0507
O 0.0123 0.0089 0.0308
O -0.0071 -0.0062 0.0188
O -0.0138 0.0038 0.0107
O -0.0004 -0.0011 0.0056
O 0.0018 -0.0163 -0.0212
O 0.0037 0.0088 0.0071
O 0.0156 0.0075 -0.031
O -0.0309 -0.0334 0.0489
O -0.0081 0.0115 -0.0195
O 0.0932 0.0271 -0.1309
O -0.1259 0.1189 0.09
O 0.0195 -0.0584 0.108
O 0.0559 0.0031 -0.0208

The program warned: the cutoff lies below the one the program advises for these potential files; the forces do not sum to zero within the program's tolerance; the exchange-correlation potential is rough where the density is thin.
